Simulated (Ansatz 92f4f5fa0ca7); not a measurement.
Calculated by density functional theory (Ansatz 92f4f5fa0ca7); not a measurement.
Periodic cell of 236 atoms, Si145O89B2, from a study of silicon, its oxide and their interface. The atomic structure is a simulated model.
Doubt: the cutoff is far below the 930 eV that the study's wrapper takes by default for these files, so forces and energies are approximate.
This geometry differs little from another in the collection (a relaxation step or a small displacement).

Settings
functional: PBE
potential files: Ansatz PAW
basis: plane waves
wave-function cutoff: 580 eV
density cutoff ratio: 5
exchange-correlation grid ratio: 1
k mesh: 1 x 1 x 1, Gamma-centred
self-consistency stop: 5e-08 eV per atom in the density residual
occupations: fixed
spin: none
net charge: 0

Cell vectors (angstrom)
a, 11.6015, 0, 0
b, 0, 10.938, 0
c, 0, 0, 32.0622

Atoms: element, x, y, z (angstrom)
Si, -0.2179, -0.0697, 23.241
Si, 3.6477, 0.2309, 23.2178
Si, 7.5356, -0.106, 23.442
Si, 1.6434, 1.4025, 23.4098
Si, 5.7154, 1.4389, 23.2189
Si, 9.4348, 1.2431, 23.3493
Si, 0.1667, 5.3741, 23.4283
Si, 4.1084, 5.353, 23.4577
Si, 8.0563, 5.6135, 23.5576
Si, 2.1675, 6.6573, 23.3416
Si, 5.9894, 6.7724, 23.5084
Si, 9.9978, 6.9103, 23.589
Si, 1.8722, 2.7054, 25.3693
Si, 5.8174, 2.677, 25.2759
Si, 9.6417, 2.7014, 25.2545
Si, 11.5862, 4.0668, 25.3703
Si, 3.8753, 3.993, 25.3477
Si, 7.744, 4.0879, 25.3358
Si, 1.9622, 8.1828, 25.1934
Si, 5.7846, 8.1897, 25.3775
Si, 9.7099, 8.2968, 25.4278
Si, 11.6322, 9.5931, 25.2562
Si, 3.865, 9.606, 25.1279
Si, 7.6902, 9.5517, 25.4061
Si, 11.6493, 0.0081, 27.2071
Si, 3.8949, -0.0332, 27.1535
Si, 7.7613, 0.0067, 27.2858
Si, 1.9767, 1.3384, 27.2666
Si, 5.8249, 1.3366, 27.2202
Si, 9.7004, 1.3523, 27.2068
Si, 11.5827, 5.4943, 27.2425
Si, 3.8382, 5.4394, 27.231
Si, 7.7135, 5.4688, 27.255
Si, 1.9296, 6.8442, 27.1771
Si, 5.7599, 6.8061, 27.275
Si, 9.6473, 6.8364, 27.2752
Si, 1.9412, 2.7333, 29.1736
Si, 5.7944, 2.7229, 29.1496
Si, 9.6808, 2.7329, 29.1474
Si, 0.0094, 4.1067, 29.1617
Si, 3.8642, 4.0951, 29.173
Si, 7.7327, 4.0876, 29.1703
Si, 1.9381, 8.1933, 29.1392
Si, 5.7917, 8.1995, 29.1777
Si, 9.6715, 8.2127, 29.1862
Si, 0.0093, 9.5701, 29.146
Si, 3.8676, 9.5712, 29.1342
Si, 7.733, 9.5566, 29.1876
Si, 0, 0, 31.0965
Si, 3.8672, 0, 31.0965
Si, 7.7343, 0, 31.0965
Si, 1.9336, 1.3673, 31.0965
Si, 5.8008, 1.3673, 31.0965
Si, 9.6679, 1.3673, 31.0965
Si, 0, 5.469, 31.0965
Si, 3.8672, 5.469, 31.0965
Si, 7.7343, 5.469, 31.0965
Si, 1.9336, 6.8362, 31.0965
Si, 5.8008, 6.8362, 31.0965
Si, 9.6679, 6.8362, 31.0965
Si, 1.9336, 2.7345, 0.9679
Si, 5.8008, 2.7345, 0.9679
Si, 9.6679, 2.7345, 0.9679
Si, 0, 4.1018, 0.9679
Si, 3.8672, 4.1018, 0.9679
Si, 7.7343, 4.1018, 0.9679
Si, 1.9336, 8.2035, 0.9679
Si, 5.8008, 8.2035, 0.9679
Si, 9.6679, 8.2035, 0.9679
Si, 0, 9.5708, 0.9679
Si, 3.8672, 9.5708, 0.9679
Si, 7.7343, 9.5708, 0.9679
Si, 11.6172, 0.0173, 2.9013
Si, 3.8675, -0.0012, 2.9196
Si, 7.7545, -0.0004, 2.9
Si, 1.9461, 1.3814, 2.9155
Si, 5.8232, 1.3387, 2.8568
Si, 9.6696, 1.3714, 2.9186
Si, 11.5775, 5.4887, 2.8758
Si, 3.8893, 5.4771, 2.9067
Si, 7.7528, 5.4989, 2.8873
Si, 1.9276, 6.8034, 2.8726
Si, 5.8227, 6.8414, 2.8875
Si, 9.6717, 6.8879, 2.9411
Si, 1.9311, 2.8046, 4.8205
Si, 5.8502, 2.7043, 4.7559
Si, 9.6152, 2.7689, 4.8438
Si, 11.5576, 4.1047, 4.7776
Si, 3.9319, 4.0744, 4.8164
Si, 7.7343, 4.1791, 4.8371
Si, 1.9103, 8.1298, 4.8096
Si, 5.8351, 8.2267, 4.7978
Si, 9.6782, 8.2955, 4.889
Si, 11.651, 9.6278, 4.8578
Si, 3.8444, 9.4592, 4.7918
Si, 7.7445, 9.6575, 4.8908
Si, 11.6301, 0.1934, 6.7433
Si, 3.7805, -0.0877, 6.6598
Si, 7.7365, 0.0408, 6.9182
Si, 2.0764, 1.4742, 6.7585
Si, 5.7342, 1.2537, 6.6327
Si, 9.6889, 1.4924, 6.8511
Si, 11.549, 5.4691, 6.6895
Si, 3.9964, 5.395, 6.7875
Si, 7.7582, 5.6007, 6.787
Si, 1.9946, 6.6124, 6.6507
Si, 5.8354, 6.9239, 6.753
Si, 9.7618, 6.991, 6.8786
O, 9.9873, 7.9335, 8.2622
O, 7.6564, 9.9179, 8.2244
O, 7.4879, 4.5313, 8.0442
O, 3.3977, 10.285, 8.1995
O, 2.0602, 7.4822, 8.0496
O, 4.021, 4.5445, 8.2422
O, 9.9066, 2.384, 8.2545
O, 2.6287, 2.2987, 8.1361
O, 11.4319, 4.5577, 8.072
O, 5.3736, 2.3104, 7.8568
O, 5.8342, 7.9389, 8.0823
O, 11.3866, 10.2297, 8.0999
O, 11.2384, 10.0629, 21.7677
O, 3.1721, 10.6377, 21.6951
O, 5.8105, 7.7473, 22.1744
O, 4.1861, 4.4987, 22.0143
O, 7.6606, 9.7206, 22.1804
O, 10.1676, 7.6914, 22.1304
O, 1.5589, 2.3673, 22.0578
O, 5.92, 2.4956, 21.9217
O, 8.5567, 4.8131, 22.1798
O, -0.0797, 4.4625, 22.0433
O, 2.4255, 7.4399, 21.8988
O, 9.1199, 1.924, 21.8657
Si, 1.9017, 7.7191, 9.6275
B, 4.9643, 1.0427, 18.4638
Si, 2.46, 5.4357, 14.0041
Si, 10.5044, 3.7561, 14.1295
Si, 8.144, 2.3044, 15.2758
Si, 9.482, 2.266, 20.3183
Si, 10.5748, 3.632, 9.0926
Si, 0.0516, 2.3172, 11.5832
Si, 10.939, 8.1281, 15.3688
Si, 5.1444, 6.8362, 13.8223
Si, 5.7895, 2.5585, 11.1237
Si, 8.5222, 7.7049, 19.2964
Si, 8.1201, 4.9121, 20.617
B, 6.3886, 9.1453, 14.5458
Si, 2.111, 7.6961, 20.3206
Si, 1.9344, 4.9437, 18.7994
Si, 4.5261, 3.5394, 18.0575
Si, 8.4159, 9.0062, 16.7182
Si, 0.825, 9.452, 13.2715
Si, 9.9675, 10.6638, 11.6267
Si, 5.3541, 3.809, 21.1052
Si, 0.5434, 5.4718, 16.2594
Si, 10.7968, 9.0997, 9.0957
Si, 6.5529, 8.8976, 21.2995
Si, 7.0641, 6.9787, 11.3627
Si, 2.6767, 0.6922, 12.2053
Si, 10.8221, 8.6671, 21.0006
Si, 5.9494, 4.2578, 15.5721
Si, 7.1237, 0.3789, 12.9194
Si, 4.0728, 2.9426, 8.6119
Si, 0.8075, 6.694, 11.9028
Si, 6.5831, 9.0078, 9.0731
Si, 0.6283, 3.3098, 21.1154
Si, 9.7186, 6.4418, 12.9191
Si, 7.7426, 4.4261, 9.6501
Si, 3.9235, 10.1564, 20.3248
Si, 4.2676, 2.9972, 13.5176
Si, 3.8515, 9.9542, 9.7387
Si, 7.8467, 0.7973, 18.1165
O, 11.4585, 3.1118, 12.9846
O, 9.3584, 4.4249, 9.8552
O, 8.6947, 3.6107, 19.8465
O, 3.9994, 0.3144, 19.1242
O, 11.2824, 4.4019, 15.3995
O, 9.8725, 9.784, 10.2514
O, 3.7538, 1.5057, 13.1223
O, 0.5822, 9.0293, 14.8262
O, 6.3176, 0.8914, 18.6874
O, 4.795, 3.3645, 19.6586
O, 6.2594, 1.1076, 11.7324
O, 0.5207, 8.5555, 9.8584
O, 5.6137, 4.3969, 17.1735
O, 8.3028, 6.9941, 12.3972
O, 4.4287, 2.6319, 10.1834
O, 2.0281, 5.5501, 15.5692
O, 3.3651, 0.0429, 10.8869
O, 5.7335, 6.9781, 12.3012
O, 2.3701, 6.4068, 19.3676
O, 0.6434, 5.0044, 17.8122
O, 8.4968, 10.7221, 12.2945
O, 5.472, 9.9987, 9.7238
O, 0.5444, 8.1106, 20.2334
O, 9.6595, 2.5088, 14.7431
O, 2.0329, 10.5244, 13.2059
O, 9.9353, 9.1277, 16.1535
O, 6.2848, 10.0483, 13.5191
O, 7.3762, 1.3919, 14.1696
O, 1.6339, 3.9799, 20.0536
O, 5.7838, 5.629, 14.7198
O, 7.4219, 9.1342, 15.4456
O, 1.5177, 1.6536, 11.6268
O, 7.2399, 8.243, 10.3489
O, 4.51, 1.9849, 17.5592
O, 7.0748, 3.082, 10.2721
O, 11.4747, 6.9517, 16.3446
O, 8.0827, 10.1865, 17.7547
O, 3.2391, 8.4939, 10.1301
O, 7.4878, 3.7896, 15.3817
O, 3.1215, 4.3124, 17.897
O, 2.9785, 3.9687, 13.5673
O, 1.2868, 8.1544, 12.4263
O, 1.1316, 5.6475, 13.0948
O, 5.3998, 8.2007, 14.6546
O, 11.1047, 2.4669, 20.2727
O, 11.0241, 10.0254, 12.6794
O, 5.383, 3.4912, 12.4118
O, 4.9657, 3.0797, 14.9847
O, 6.4884, 4.9245, 20.7105
O, 8.0997, 1.6639, 16.7658
O, 10.4516, 1.2467, 11.3211
O, 10.7962, 6.5746, 11.6893
O, 3.1249, 8.853, 19.7701
O, 1.6686, 6.3765, 10.5437
O, 7.1453, 8.2322, 19.962
O, 8.343, 7.6613, 17.6644
O, 3.5506, 6.5872, 13.6778
O, 9.5662, 4.9004, 13.428
O, 5.4517, 9.9568, 20.8071
O, 10.1519, 7.4209, 14.1342
O, 8.7416, 6.1805, 19.8242
O, 7.048, 5.6616, 10.4232
O, 8.9449, 1.1382, 19.2771
O, 11.6366, 3.257, 10.2581
O, 9.7235, 8.7115, 19.7882

Results
free energy: -143103.188 eV
free energy less fixed offsets of B -154.04, O -568.88, Si -635.61 eV per atom: -1.338 eV

Forces (eV/angstrom), in the order of the atoms: element, x, y, z
Si, -0.009, -0.0029, 0.0005
Si, -0.0064, 0.0056, -0.0016
Si, -0.0036, -0.0016, -0.0026
Si, 0.0076, -0.0068, 0.0009
Si, -0.0003, -0.0048, 0.0011
Si, 0.0048, 0.0071, -0.0023
Si, -0.0029, 0.0057, -0.0073
Si, -0.0001, -0.0016, 0.0036
Si, 0.0107, -0.0006, 0.0055
Si, 0.0039, -0.0034, -0.0009
Si, -0.0029, -0.0036, -0.0045
Si, -0.013, 0.0026, -0.0002
Si, 0.003, 0.0014, 0.0026
Si, 0.0034, -0.003, 0.0016
Si, -0.0095, -0.004, -0.0064
Si, 0.0001, -0.0016, 0.0047
Si, -0.0049, 0.0009, -0.0022
Si, -0.0018, -0.0001, 0.0021
Si, -0.0043, 0.0011, 0.0024
Si, -0.0028, 0.0003, 0.0034
Si, 0.0103, 0.0002, -0.0042
Si, 0.0017, 0.0015, 0.0026
Si, 0.0076, -0.0025, 0.0031
Si, -0.0034, -0.0031, -0.0002
Si, -0.0001, -0.0021, -0.0013
Si, 0.0003, 0, 0.001
Si, -0.001, 0, -0.0016
Si, -0.0043, 0.0008, 0.0009
Si, -0.0021, 0.0004, -0.0026
Si, 0.0039, 0.001, 0.0033
Si, 0.0029, 0.0043, 0.0009
Si, -0.0052, 0.0017, 0.0033
Si, -0.0033, 0.0015, -0.0012
Si, 0.0017, -0.0036, -0.0038
Si, 0.0039, 0.0011, -0.0026
Si, -0.0031, -0.0034, 0.0006
Si, 0.0013, -0.0002, 0.0028
Si, -0.0027, 0.0003, 0.0006
Si, 0.0005, -0.0016, -0.0031
Si, 0.0012, -0.0023, 0.0001
Si, -0.0018, -0.0013, -0.0006
Si, -0.0005, 0.0017, 0
Si, 0.0005, 0.0009, -0.0009
Si, -0.0019, -0.001, 0.002
Si, -0.0011, -0.002, 0.0057
Si, -0.002, -0.0007, -0.0047
Si, -0.0003, -0.0037, -0.0065
Si, 0.0003, -0.0015, 0.0068
Si, 0.0352, 0.0139, -0.0937
Si, -0.0147, 0.0411, -0.155
Si, -0.0297, 0.0741, 0.1127
Si, -0.0229, -0.0596, 0.0645
Si, 0.0057, -0.001, -0.0783
Si, 0.0147, -0.0577, -0.0769
Si, 0.0205, 0.0087, 0.0099
Si, 0.0245, 0.0614, 0.0435
Si, -0.0038, -0.0093, 0.007
Si, 0.0082, -0.0102, -0.1287
Si, -0.0224, -0.0561, 0.1002
Si, 0.045, -0.1097, 0.126
Si, 0.0362, 0.0277, 0.0925
Si, -0.028, 0.0179, -0.1742
Si, 0.0175, 0.017, 0.0674
Si, -0.0979, -0.0051, -0.0879
Si, 0.0313, 0.0051, 0.0576
Si, 0.0741, 0.035, 0.0396
Si, 0.0153, 0.0136, -0.0535
Si, 0.0148, 0.0584, -0.06
Si, -0.0248, 0.0726, 0.096
Si, -0.0144, 0.0299, 0.0282
Si, -0.0164, -0.0171, 0.0682
Si, 0.0581, -0.0461, 0.0337
Si, -0.0003, -0.0012, -0.0004
Si, 0.0025, 0.0005, -0.0013
Si, 0.0003, -0.0023, -0.0007
Si, -0.0032, 0.0015, 0.0011
Si, -0.002, 0.0006, -0.0009
Si, -0.0005, 0.0013, -0.0002
Si, 0.0007, 0.0003, -0.0002
Si, -0.0028, 0.0005, -0.0001
Si, -0.0016, -0.0003, 0.0012
Si, 0.0011, 0, 0.0012
Si, 0.0011, -0.0013, 0.0004
Si, -0.001, -0.0007, 0.0013
Si, -0.001, 0.0017, -0.002
Si, 0.0001, -0.0007, 0.0004
Si, 0.0023, -0.0038, 0.0023
Si, -0.0022, -0.0005, -0.0001
Si, 0.0018, 0.0002, -0.0017
Si, 0.0003, 0.0029, -0.0014
Si, -0.0002, -0.0019, -0.0002
Si, 0.0017, 0.0015, -0.0018
Si, 0.001, -0.0011, -0.0022
Si, 0, 0.0009, 0.0022
Si, -0.0038, -0.001, 0.0006
Si, -0.0019, -0.0024, 0.0011
Si, -0.0055, 0.0018, 0.0015
Si, 0.0055, 0.0039, 0.0025
Si, -0.0019, 0.0014, 0.003
Si, -0.0044, -0.006, 0.0043
Si, -0.0007, -0.0074, -0.0001
Si, 0.0036, 0.0002, -0.0017
Si, 0.0021, -0.0061, 0.0014
Si, -0.0017, -0.0042, 0.0023
Si, 0.0045, -0.0027, -0.0033
Si, -0.0033, 0.0047, 0.0012
Si, -0.0017, 0.0037, 0.0041
Si, -0.0054, 0.006, 0.0009
O, -0.0004, -0.0017, -0.0009
O, -0.0002, -0.0012, -0.0027
O, -0.0013, -0.0009, 0.0047
O, -0.0003, -0.0029, -0.0033
O, 0.0013, -0.0028, 0.0011
O, -0.0004, 0.0013, -0.0022
O, -0.0004, 0.0018, 0.0023
O, 0.0012, -0.0002, -0.002
O, 0.0008, 0.0032, -0.0017
O, -0.0026, 0.0019, -0.0004
O, -0.0012, -0.0013, -0.0031
O, 0.0011, -0.0023, -0.0007
O, 0.0018, -0.0052, -0.0023
O, -0.0045, -0.0036, 0.0043
O, 0.0022, -0.0016, 0.0013
O, -0.0002, -0.0007, -0.0008
O, -0.0002, 0.0009, 0.0011
O, 0.0059, 0.005, -0.0054
O, -0.0025, 0.0045, -0.006
O, -0.0001, 0.002, -0.0015
O, -0.0061, 0.0016, -0.0057
O, 0.0035, 0.0012, 0.0013
O, -0.0018, 0.0022, -0.0078
O, -0.0001, -0.004, -0.0017
Si, 0.0006, 0.0002, 0.0033
B, -0.0118, -0.0188, 0.0284
Si, 0.0059, -0.0144, 0.0003
Si, -0.0039, -0.0049, -0.0012
Si, -0.0057, -0.0048, 0.0039
Si, -0.0044, -0.0023, -0.0071
Si, -0.0022, -0.0034, 0.0008
Si, -0.0027, 0.0003, 0.0019
Si, -0.0077, -0.001, 0.0016
Si, -0.0028, 0.0026, -0.0015
Si, 0.0003, -0.0025, 0.0032
Si, -0.0018, 0.0018, -0.0071
Si, -0.0007, -0.005, 0.0009
B, -0.0304, -0.018, -0.0015
Si, -0.0011, 0.0074, -0.0026
Si, 0.0009, 0.0018, -0.0033
Si, 0.001, 0.0039, -0.0161
Si, -0.0052, 0.0069, -0.0123
Si, 0.0027, 0.0027, -0.0019
Si, -0.0081, 0.0029, 0.0051
Si, -0.0049, 0.0073, -0.0091
Si, -0.0004, -0.002, -0.0003
Si, 0.0038, 0.0013, 0.0014
Si, -0.0044, 0.0004, -0.0032
Si, 0.0003, -0.0005, 0.0032
Si, 0.0016, -0.0033, -0.0033
Si, 0.0034, -0.0076, 0.0039
Si, -0.0049, -0.0059, -0.0038
Si, -0.0092, -0.0031, 0.0091
Si, 0.0019, 0.0002, 0.0035
Si, 0.0014, -0.0008, -0.0022
Si, -0.0006, -0.001, 0.0048
Si, -0.0072, -0.0003, -0.0012
Si, -0.0071, 0.0015, -0.001
Si, -0.0065, -0.0037, 0.0057
Si, 0.0047, 0.0088, -0.004
Si, -0.0037, 0.0156, 0.0041
Si, -0.0015, 0.0018, 0.0014
Si, -0.0154, -0.0049, -0.008
O, -0.0002, -0.0058, -0.0059
O, -0.0028, -0.0004, -0.0024
O, -0.0015, 0.0017, 0.0072
O, 0.0216, 0.0095, -0.0258
O, 0.0029, 0.0011, 0.0034
O, 0.0026, -0.0033, -0.0026
O, -0.0039, 0.0021, 0.0009
O, 0.0013, -0.0008, 0.0006
O, 0.0078, -0.001, -0.0155
O, 0.0075, 0.0034, 0.0128
O, -0.0014, 0.0014, -0.0043
O, -0.0037, -0.0036, -0.0038
O, -0.0025, -0.0048, 0.0076
O, -0.0022, -0.0045, -0.0033
O, -0.0013, 0.001, 0.0002
O, 0.0007, -0.0029, -0.0193
O, -0.0005, -0.0017, -0.0004
O, 0.0021, -0.0023, -0.003
O, -0.0042, 0.0039, 0.0055
O, -0.0014, 0.0013, -0.0062
O, 0.0059, 0.0011, -0.0023
O, -0.0001, -0.0026, -0.0001
O, 0.0042, -0.0025, 0.0051
O, 0.0022, 0.0018, 0.0001
O, -0.0027, -0.0014, -0.0004
O, 0.0023, -0.0049, -0.0014
O, 0.0103, 0.0063, -0.0012
O, 0.0035, -0.0012, 0.0007
O, -0.0005, -0.0012, 0.0031
O, -0.002, -0.0061, 0.0006
O, 0.0114, -0.0013, 0.0171
O, -0.0035, 0.0013, -0.002
O, -0.0002, -0.0052, -0.0023
O, -0.0037, -0.0094, -0.0058
O, 0.0027, 0.0039, -0.0053
O, 0.0011, -0.0058, -0.0022
O, 0.003, 0.0068, -0.0033
O, -0.0002, -0.0012, -0.0013
O, -0.0016, -0.005, -0.0007
O, -0.0017, -0.0001, 0.0062
O, 0.0032, 0.0192, 0.0081
O, -0.0011, -0.0021, -0.0019
O, 0.0072, -0.0017, 0.0022
O, 0.0153, 0.0105, 0.0024
O, 0.0025, 0.0022, 0.0014
O, 0.0019, -0.0016, 0.0012
O, -0.0057, -0.004, 0.0074
O, -0.0063, 0.0044, -0.0146
O, 0.004, -0.0069, 0.002
O, -0.0068, -0.0032, 0.0071
O, 0.001, 0.0026, 0.0017
O, 0.0011, -0.0011, 0.001
O, -0.0051, -0.003, 0.0052
O, -0.0033, 0.0009, 0.0005
O, -0.0017, 0.0006, -0.0009
O, -0.0035, -0.0006, 0.0011
O, -0.0115, -0.0116, 0.0024
O, 0.0023, 0.0024, -0.0007
O, -0.0099, -0.0023, -0.0025
O, 0.0016, -0.0023, 0.001
O, -0.0036, -0.0015, 0.0025
O, 0.0063, -0.0056, -0.0065
O, 0.0011, 0.0084, 0.0038
O, -0.0033, -0.0029, 0.0048
O, 0.0008, 0.0012, 0.0027

The program warned: the cutoff lies below the one the program advises for these potential files; the exchange-correlation potential is rough where the density is thin.
